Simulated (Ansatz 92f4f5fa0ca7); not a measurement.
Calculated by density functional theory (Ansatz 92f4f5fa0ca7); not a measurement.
Periodic cell of 225 atoms, Si132O91B2, from a study of silicon, its oxide and their interface. The atomic structure is a simulated model.
Doubt: the cutoff is low for norm-conserving oxygen, so forces and energies are approximate.
Doubt: the program's own warning below bears on the result.

Settings: functional HSE06; potential files SPMS norm-conserving; basis plane waves; wave-function cutoff 800 eV; density cutoff ratio 4; exchange-correlation grid ratio 1; k mesh 1 x 1 x 1, Gamma-centred; occupations fixed; spin none; net charge 0.

Cell vectors (angstrom)
a  10.938  0  0
b  0  10.938  0
c  0  0  31.9494

Atoms: element, x, y, z (angstrom)
Si  10.6724  -0.0201  24.414
Si  5.1179  0.1018  24.6498
Si  2.8673  2.2744  24.5408
Si  8.6139  2.4118  24.5733
Si  10.752  5.5639  24.3256
Si  5.2034  5.5895  24.4481
Si  3.0331  7.927  24.4144
Si  8.4613  7.8069  24.4208
Si  1.3294  1.1156  25.842
Si  6.8483  1.3075  25.7389
Si  4.0246  3.9952  25.737
Si  9.725  4.0088  25.8521
Si  1.3732  6.7732  25.6695
Si  6.8422  6.7032  25.7527
Si  4.041  9.4515  25.9517
Si  9.5198  9.4252  25.7984
Si  2.6692  -0.1511  27.2871
Si  8.1685  -0.0861  27.1452
Si  0.1072  2.6398  27.2106
Si  5.4826  2.7014  27.116
Si  2.696  5.3984  27.113
Si  8.2219  5.3503  27.1385
Si  0.0385  8.1329  27.1296
Si  5.5421  8.1242  27.1802
Si  4.1044  1.3188  28.5015
Si  9.5584  1.3175  28.5013
Si  1.4055  4.0568  28.5677
Si  6.8296  4.0494  28.5299
Si  4.1018  6.7717  28.4892
Si  9.5755  6.7737  28.4862
Si  1.3113  9.4714  28.6202
Si  6.8444  9.5235  28.5651
Si  -0.019  -0.0119  29.9126
Si  5.4755  -0.0156  29.8974
Si  2.7766  2.7037  29.9061
Si  8.2125  2.707  29.8888
Si  0.0088  5.4459  29.8921
Si  5.4746  5.4457  29.8893
Si  2.7618  8.1542  29.9061
Si  8.238  8.1677  29.8918
Si  1.3673  1.3673  31.2657
Si  6.8362  1.3673  31.2657
Si  4.1018  4.1018  31.2657
Si  9.5708  4.1018  31.2657
Si  1.3673  6.8362  31.2657
Si  6.8362  6.8362  31.2657
Si  4.1018  9.5708  31.2657
Si  9.5708  9.5708  31.2657
Si  2.7345  0  0.6835
Si  8.2035  0  0.6835
Si  0  2.7345  0.6835
Si  5.469  2.7345  0.6835
Si  2.7345  5.469  0.6835
Si  8.2035  5.469  0.6835
Si  0  8.2035  0.6835
Si  5.469  8.2035  0.6835
Si  4.08  1.3946  2.0627
Si  9.5804  1.3649  2.0379
Si  1.3442  4.145  2.0577
Si  6.8185  4.1411  2.0491
Si  4.0902  6.8473  2.0453
Si  9.5625  6.8505  2.0561
Si  1.3562  9.6056  2.0586
Si  6.7912  9.6329  2.0409
Si  0.0116  0.0556  3.4558
Si  5.4313  0.0457  3.462
Si  2.7175  2.7995  3.4152
Si  8.2368  2.7867  3.3469
Si  0.0265  5.5435  3.4669
Si  5.464  5.5293  3.4416
Si  2.7415  8.2461  3.3946
Si  8.1878  8.285  3.3488
Si  1.3759  1.4669  4.8324
Si  6.8411  1.5017  4.7125
Si  4.0449  4.1923  4.799
Si  9.5865  4.1174  4.7568
Si  1.364  7.0054  4.8403
Si  6.8144  7.0029  4.7426
Si  4.0447  9.5847  4.832
Si  9.5404  9.6023  4.7615
Si  2.6143  -0.0449  6.203
Si  8.2039  0.1245  6.0399
Si  0.0319  2.8628  6.2572
Si  5.4604  2.8268  6.1085
Si  2.7659  5.6657  6.1952
Si  8.2431  5.6178  5.9583
Si  0.013  8.3985  6.2706
Si  5.4834  8.3161  6.2575
Si  4.3429  1.1284  7.3458
Si  9.7408  1.2187  7.4479
Si  1.2035  4.5369  7.5194
Si  6.637  4.5537  7.2769
Si  4.3413  6.7601  7.6583
Si  9.7606  6.6652  7.4619
B  0.8219  10.1606  7.0385
Si  6.7042  9.9617  7.4539
O  9.6287  1.2183  23.9821
O  4.148  6.7772  23.9443
O  4.0531  1.2218  24.0284
O  9.5798  6.679  23.8918
O  0.0001  5.5989  7.9886
O  5.5227  0.1034  7.929
O  0.0105  0.0518  7.7549
O  5.5501  5.6369  7.9362
O  7.6614  3.9922  8.431
O  8.7735  7.0856  8.7324
O  8.9469  1.6794  8.8481
O  7.6003  9.4797  8.7695
O  3.5879  1.8192  8.621
O  3.6172  7.2724  9.0965
O  2.0858  4.0257  8.8392
O  8.1945  3.4685  23.3703
O  0.4998  4.9097  22.9408
O  1.9493  2.7246  23.254
O  5.8802  4.8796  23.1155
O  5.5621  9.9768  23.4748
O  2.4976  8.6657  23.0304
O  0.244  10.0476  23.0791
O  7.828  8.547  23.0796
Si  8.7748  7.6538  18.4359
Si  9.0007  6.3072  13.5983
Si  3.9511  1.4999  14.7389
Si  2.271  5.7048  17.6434
Si  2.5163  3.0951  19.4997
Si  10.0528  8.9751  12.0053
Si  1.3922  9.3944  22.0808
Si  9.3627  0.9151  13.1815
Si  1.5768  5.0126  13.0038
Si  2.0402  8.1822  12.7169
Si  6.7102  9.5368  22.4218
Si  4.676  4.5444  15.7509
Si  8.2949  3.0213  9.5501
Si  0.9495  8.2064  19.2615
Si  7.0369  1.3195  21.0915
Si  8.3452  8.3443  9.6813
Si  11.0513  5.1456  15.5978
Si  7.7129  9.4555  16.3028
Si  10.0179  2.0172  20.2891
B  3.7842  8.0053  10.2745
Si  6.8424  3.2896  17.4403
Si  1.2567  0.1693  19.7997
Si  3.3583  2.7755  12.3062
Si  7.3322  5.3597  19.6948
Si  5.9933  8.5722  11.6507
Si  5.9813  5.9919  13.2552
Si  4.7672  9.6593  17.5881
Si  1.0834  3.5718  22.1723
Si  5.002  1.429  18.8011
Si  3.2217  3.0922  9.5407
Si  6.6163  10.7993  13.7839
Si  10.5076  0.071  15.9629
Si  5.7535  3.6249  11.1422
Si  10.0079  3.8394  11.8639
Si  2.4995  9.8608  15.4926
Si  6.1893  8.0885  19.7835
Si  7.0007  3.955  22.3788
Si  9.8987  2.7223  17.3601
O  7.417  6.3083  13.9703
O  1.9998  7.0187  18.6868
O  10.4447  3.9651  16.4999
O  6.305  9.922  17.0286
O  10.3109  0.7123  14.4814
O  8.5613  6.0749  18.8633
O  5.3488  0.6823  14.4276
O  5.862  2.0003  17.548
O  8.4299  1.8965  20.5228
O  2.108  4.2573  18.4132
O  7.0579  2.7862  10.6095
O  4.9891  2.6424  12.1936
O  6.1752  4.3424  16.3898
O  4.6185  3.9015  9.9543
O  10.7577  2.7381  21.5535
O  9.9057  6.1171  14.9537
O  6.118  6.4515  19.8258
O  4.2018  0.1205  18.244
O  9.4952  10.4784  12.3091
O  3.0204  4.3264  12.7204
O  1.9884  10.6699  21.2149
O  4.0933  2.6682  19.3773
O  0.8851  9.9896  15.9138
O  1.3802  9.7645  18.8318
O  1.8132  1.6188  19.2713
O  9.0975  10.3297  16.4726
O  5.0001  8.5369  18.7555
O  9.7387  8.795  10.4082
O  6.8904  4.0284  18.8877
O  2.9822  1.6852  13.4244
O  5.919  8.7552  21.2359
O  2.6026  2.442  10.9084
O  7.7075  4.8418  21.1971
O  5.4314  7.4331  12.6905
O  0.707  8.9923  12.279
O  7.7638  1.0099  13.5352
O  7.2629  9.6  14.7276
O  9.1588  4.9661  12.6769
O  8.2155  7.99  16.9041
O  6.2974  2.5573  21.8772
O  2.6226  9.0234  14.0424
O  0.591  4.437  11.8316
O  0.8941  8.2854  20.9318
O  9.5084  3.782  10.3179
O  9.8387  2.3205  12.4797
O  7.7385  8.5233  19.3855
O  2.8654  8.0112  11.3032
O  4.1216  3.0076  15.4075
O  0.992  4.4473  14.4165
O  10.1709  2.9605  18.9538
O  9.423  7.7325  12.8934
O  10.603  0.4976  20.068
O  6.1472  4.9934  11.949
O  8.296  2.6931  17.0175
O  3.6791  5.4312  16.7574
O  4.9223  8.7632  10.4295
O  1.7013  6.6322  13.1385
O  4.9487  5.4202  14.388
O  2.128  3.8045  20.9264
O  10.6953  1.3457  16.9707
O  1.0967  6.0149  16.5527
O  7.4188  10.9333  21.9578
O  6.0075  0.8485  19.9372
O  6.204  10.0076  12.4043
O  3.0153  0.4774  15.5829
O  7.3334  7.9735  10.9181
O  10.3609  7.969  18.6729
O  3.5925  9.1314  16.5334

Results
free energy: -55875.127 eV
free energy less fixed offsets of B -77.42, O -447.96, Si -113.29 eV per atom: -1.647 eV
gap between the highest filled and lowest empty level on this k mesh: 1.197 eV

The program warned: the cutoff lies below the one the program advises for these potential files; the model core charge is not resolved on the grid; the forces do not sum to zero within the program's tolerance; the exchange-correlation potential is rough where the density is thin.
